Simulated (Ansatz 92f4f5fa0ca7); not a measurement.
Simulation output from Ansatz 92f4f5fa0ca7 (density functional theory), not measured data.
Periodic cell of 215 atoms, Si128O87, from a study of silicon, its oxide and their interface. The atomic structure is a simulated model.

Settings
functional: r2SCAN
potential files: Ansatz PAW
basis: plane waves
wave-function cutoff: 800 eV
density cutoff ratio: 5
exchange-correlation grid ratio: 1
k mesh: 1 x 1 x 1, shifted by 0.5 0.5 0 of a step
self-consistency stop: 1e-10 eV per atom in the density residual
occupations: fixed
spin: none
net charge: 0

Cell vectors (angstrom)
a  10.88  0  0
b  0  10.88  0
c  2.9433  1.9962  31.3627

Atoms: element, x, y, z (angstrom)
Si  -0.0538  10.943  15.571
Si  4.2118  2.1923  -5.2616
Si  -0.4018  2.3459  -2.8728
Si  5.1823  8.3765  -5.5419
Si  -1.1478  7.027  -4.6147
Si  1.9324  9.5398  -2.6527
Si  3.9252  7.4934  -3.061
Si  1.7799  6.3326  -5.1949
Si  4.4986  7.1063  1.3286
Si  6.6604  9.3245  1.5559
Si  4.145  1.5223  1.3432
Si  7.3953  4.6718  1.4547
Si  -1.7961  6.4916  1.6226
Si  1.0282  9.3213  1.2838
Si  9.4376  11.9877  1.5154
Si  1.2045  3.9305  1.1774
Si  2.7128  8.1607  2.5389
Si  5.4398  10.9621  2.707
Si  2.6988  2.8041  2.6621
Si  5.5826  5.5507  2.762
Si  8.0724  8.1017  3.0006
Si  10.897  10.7845  2.8608
Si  8.2147  13.6481  2.6757
Si  -0.0245  5.3544  2.6622
Si  1.3932  6.7644  3.9432
Si  4.0259  9.5581  4.0135
Si  1.3974  1.3762  4.0832
Si  4.1265  4.1265  3.9895
Si  6.7536  6.7916  4.3512
Si  9.5202  9.4882  4.1961
Si  6.8187  12.3082  4.0394
Si  9.5738  4.0282  4.1361
Si  2.7395  5.4468  5.3612
Si  5.3437  8.2209  5.5184
Si  2.7295  0.0073  5.46
Si  5.4341  2.7421  5.3913
Si  8.1974  5.3852  5.5396
Si  0.0479  8.0892  5.4081
Si  8.1393  10.9172  5.432
Si  0.032  13.5666  5.5013
Si  4.0084  6.7864  6.8132
Si  6.7931  9.5774  6.8122
Si  4.1134  1.3865  6.7917
Si  6.7744  4.0296  6.8283
Si  -1.2944  6.7923  6.8267
Si  1.3413  9.4869  6.7866
Si  -1.3783  12.2124  6.8266
Si  1.4156  4.1001  6.7889
Si  2.6647  8.1276  8.1731
Si  5.4736  10.9362  8.1836
Si  2.7638  2.7457  8.1687
Si  5.3937  5.411  8.1515
Si  8.2002  8.197  8.1375
Si  -0.0347  10.83  8.1657
Si  8.1342  2.6793  8.1846
Si  0.0668  5.4547  8.1798
Si  1.3671  6.7994  9.6368
Si  4.0813  9.5073  9.4026
Si  1.3518  1.3518  9.4317
Si  4.0879  4.0763  9.6272
Si  6.8011  6.8039  9.395
Si  9.515  9.5136  9.6279
Si  6.8108  12.2478  9.6343
Si  9.522  4.09  9.4288
Si  2.7411  5.4491  11.0248
Si  5.4478  8.1564  10.7194
Si  2.7135  10.8349  10.7212
Si  5.4568  2.7206  11.0251
Si  8.1438  5.4487  10.7372
Si  -0.002  8.1498  11.0255
Si  8.1531  10.8832  11.0269
Si  -0.0087  2.7365  10.7507
Si  4.2195  6.8641  12.2368
Si  6.683  9.4518  12.2339
Si  4.0148  12.1083  12.1838
Si  6.8996  4.1625  12.2671
Si  -1.4677  6.7329  12.23
Si  1.4651  9.5541  12.2611
Si  9.5828  12.3397  12.2463
Si  1.2755  4.0319  12.2453
Si  3.2629  8.6077  13.5118
Si  4.9217  10.3642  13.5375
Si  2.2403  2.1996  13.3702
Si  5.971  5.9103  13.5559
Si  -3.2307  7.7197  13.483
Si  0.5221  11.397  13.3855
Si  8.6642  3.239  13.5449
Si  -0.52  4.9765  13.4776
Si  8.539  8.2183  18.8519
Si  2.2852  10.1399  19.8867
Si  9.2497  8.4075  16.0343
Si  2.8073  7.4577  15.5162
Si  1.9635  12.0498  21.8913
Si  1.1574  5.3122  20.623
Si  8.9488  1.5585  -6.2363
Si  8.4653  10.1662  0.3133
Si  6.1227  6.5431  18.2758
Si  4.5738  3.3051  -8.097
Si  8.6719  4.1695  -4.4133
Si  0.0324  5.9274  15.5296
Si  8.1313  1.6773  16.183
Si  1.8781  5.0579  -0.8879
Si  -0.0207  8.0737  20.6111
Si  5.2844  11.2539  15.7122
Si  1.7832  11.0976  -0.106
Si  -0.9377  8.2519  0.271
Si  -0.1869  7.4162  -1.7635
Si  8.564  2.9536  18.9994
Si  3.9398  2.3295  15.9737
Si  1.9475  3.669  -3.7743
Si  2.8307  10.3566  -5.469
Si  0.2383  2.0161  0.2018
Si  0.508  11.387  -7.2747
Si  4.1605  9.0052  17.7336
Si  8.2211  11.2987  -2.6758
Si  3.4863  3.651  21.4064
Si  6.1666  4.4687  20.4837
Si  5.118  5.2826  15.6737
Si  4.048  5.7804  -0.5662
Si  8.4069  9.4667  21.5495
Si  6.3655  2.9159  -3.2858
Si  7.2121  2.0012  -8.7734
Si  4.02  6.3435  -7.3559
Si  -1.1996  1.3995  21.4346
Si  7.927  9.6151  -5.0929
Si  0.2154  4.1781  18.0561
Si  5.3935  3.8308  -0.5377
Si  1.7148  1.447  17.7321
O  8.2405  10.777  -1.1709
O  2.125  4.1522  -2.2353
O  8.4176  1.8381  -7.7284
O  5.3701  3.3166  -2.078
O  -0.3688  9.3472  15.6534
O  8.2043  2.8851  15.0944
O  2.7816  6.8714  -4.0325
O  2.9537  8.397  16.833
O  -1.1415  6.8689  16.1504
O  0.9981  2.3556  -3.6873
O  -1.0702  8.6312  21.7314
O  8.6508  8.9728  17.4274
O  3.3254  11.4383  0.3108
O  0.6498  8.6224  -2.4168
O  3.2604  8.715  -2.2243
O  6.0957  5.6991  16.8993
O  -1.1291  3.7279  -3.2984
O  3.875  9.2325  -5.9751
O  -0.2475  2.4874  -1.2853
O  5.6014  8.2606  0.8548
O  -0.3293  1.3474  -6.1821
O  3.1713  2.0771  17.3897
O  5.6464  5.6859  19.5495
O  8.5887  2.9131  -5.4398
O  1.0998  5.1319  19.016
O  7.6394  6.9209  18.6152
O  9.3477  1.864  19.915
O  7.7367  10.0266  -3.5387
O  -1.3844  11.716  16.0697
O  2.5491  6.4615  -6.6327
O  6.551  9.1675  -5.8075
O  6.8712  11.6062  15.8558
O  7.2523  1.6925  -2.7361
O  4.9966  2.5934  0.4481
O  1.8066  10.8514  -1.7265
O  4.8089  3.7024  15.9132
O  2.6626  5.0106  21.1217
O  4.1745  2.3348  -6.866
O  0.9578  1.5638  -8.4021
O  1.951  9.8614  -4.2193
O  8.0833  8.4268  14.9132
O  3.5425  9.47  19.1453
O  0.0252  4.3081  21.1956
O  0.3586  4.7387  16.5595
O  1.3121  6.8963  15.3403
O  6.6489  4.9935  21.9397
O  -1.2058  11.8474  -3.1855
O  7.9672  2.2395  17.6789
O  5.2493  7.8741  18.065
O  1.7748  11.3891  19.019
O  5.1355  8.0469  -3.9606
O  0.762  6.1728  -1.303
O  9.0368  5.611  -5.0643
O  1.8204  10.7042  -6.6624
O  0.3677  7.1325  -5.2118
O  -1.1674  6.9642  -2.9798
O  4.5169  6.4387  -2.011
O  7.3575  3.624  19.8198
O  4.3073  4.7906  -7.5748
O  0.7066  2.6493  18.0362
O  3.684  11.6005  -4.9306
O  -0.8941  7.6747  19.3104
O  4.8622  3.529  20.5919
O  8.7394  11.0234  21.7923
O  5.6824  2.3772  -4.645
O  2.496  2.4341  21.0273
O  2.7312  2.5309  14.8983
O  3.7446  6.1465  15.7596
O  8.9472  8.3462  -5.1577
O  5.1292  6.9931  -6.3695
O  0.3617  11.9081  21.691
O  1.1833  11.3825  16.5223
O  -1.3245  4.1405  18.5284
O  4.8492  10.2202  16.9125
O  7.2297  4.2275  -3.6795
O  -0.4905  10.2783  -7.9406
O  6.9099  4.2778  -0.0801
O  2.6887  10.7096  21.3449
O  9.3151  2.6234  22.4314
O  6.1606  3.1577  -8.3918
O  1.3593  4.828  -4.7457
O  1.0514  9.147  20.1052
O  7.9451  9.1982  20.0042
O  0.7878  6.7931  21.1351
O  4.2573  7.0509  -8.8086
O  8.3296  11.0164  -5.7875
O  3.3343  3.2788  -4.4689

Results
free energy: -131496.222 eV
free energy less fixed offsets of O -570.45, Si -639.56 eV per atom: -3.392 eV

Forces (eV/angstrom), in the order of the atoms: element, x, y, z
Si  -0.0351  0.0598  -0.1322
Si  -0.0059  0.0177  0.148
Si  0.0205  -0.0263  0.1049
Si  -0.0048  0.0142  0.1237
Si  0.035  -0.0233  0.1338
Si  -0.0716  -0.0216  0.1338
Si  -0.0063  -0.0613  0.1588
Si  -0.0305  -0.0221  0.1374
Si  -0.0373  0.0925  0.2512
Si  0.1414  0.1431  0.0504
Si  0.0101  -0.0451  0.1871
Si  0.0659  0.0587  0.1074
Si  0.0126  0.0036  0.025
Si  -0.068  -0.1193  0.0453
Si  -0.0793  -0.0406  -0.0278
Si  -0.1109  -0.0237  0.0371
Si  0.1011  0.0261  0.0351
Si  -0.0009  -0.026  -0.0099
Si  -0.0026  -0.0051  -0.0253
Si  -0.0214  0.0122  -0.0549
Si  0.015  0.0133  -0.0574
Si  0.0471  -0.0297  -0.0067
Si  0.0241  0.0089  -0.0243
Si  -0.1124  0.0229  -0.005
Si  0.0252  0.0411  -0.0024
Si  -0.02  0.0011  0.0738
Si  0.0038  0.0335  0.0698
Si  -0.0105  0.0054  0.043
Si  -0.0423  0.0582  0.0704
Si  0.0164  0.006  0.0691
Si  -0.0518  -0.0528  0.0089
Si  0.0564  0.0163  0.0619
Si  -0.0079  -0.0158  0.006
Si  0.0391  -0.0033  -0.019
Si  -0.0341  -0.0133  -0.0037
Si  0.0006  0.0111  0.0047
Si  0.0274  0.0193  0.0088
Si  -0.0015  0.0333  -0.0081
Si  0.0528  -0.0022  0.0268
Si  -0.0186  -0.0485  -0.0019
Si  0.0113  -0.002  -0.0281
Si  0.0178  -0.0592  -0.0098
Si  -0.0143  -0.0267  0.0123
Si  0.0082  0.0478  0.0041
Si  -0.0334  0.0015  0.0051
Si  -0.0029  0.0349  0.0076
Si  0.016  0.0185  -0.0093
Si  -0.0063  0.0116  -0.0068
Si  -0.0093  -0.0207  -0.0047
Si  -0.0137  0.0045  -0.0142
Si  -0.0205  -0.0064  0.0031
Si  0.0268  0.0309  0.0118
Si  0.0239  -0.0065  0.015
Si  -0.0257  -0.0302  0.0056
Si  0.0163  0.0091  0.0157
Si  0.0054  0.006  0.0133
Si  -0.0087  0.0111  -0.0175
Si  0.013  0.0093  -0.0201
Si  -0.0109  0.0142  -0.0455
Si  -0.0163  -0.0042  -0.0436
Si  0.0229  -0.0253  -0.0298
Si  0.0187  0.0158  -0.0429
Si  0.0083  -0.0151  -0.0179
Si  0.0231  0.0286  -0.0297
Si  -0.0231  0.0102  -0.0395
Si  -0.0042  0.0216  0.0419
Si  -0.014  -0.0269  0.0784
Si  -0.005  -0.0095  -0.0272
Si  0.0078  -0.0058  0.0161
Si  -0.0134  0.0021  -0.0543
Si  -0.029  -0.0234  -0.0423
Si  -0.0066  -0.0193  0.0266
Si  0.0326  -0.0092  0.0325
Si  0.0282  -0.001  0.0093
Si  0.0097  0.0173  0.0252
Si  -0.0431  0.0005  0.074
Si  0.0058  -0.0043  0.0764
Si  0.0058  0.0232  0.0406
Si  0.035  -0.033  0.0684
Si  0.0001  0.0215  0.0707
Si  -0.0426  -0.0311  -0.1345
Si  -0.0182  -0.0403  -0.0944
Si  -0.0813  -0.0443  -0.1788
Si  0.0478  0.0171  -0.1488
Si  0.0102  -0.0484  -0.1473
Si  0.0542  0.0489  -0.1364
Si  0.0239  0.0236  -0.134
Si  -0.0027  -0.0269  -0.1117
Si  -0.0138  -0.0049  -0.1718
Si  0.018  0.0018  -0.1359
Si  -0.0362  -0.0058  -0.1331
Si  0.0324  0.0325  -0.1756
Si  0.041  -0.0356  -0.0227
Si  -0.0007  0.0294  -0.1047
Si  -0.0019  -0.0033  0.1483
Si  -0.0371  -0.0981  0.1455
Si  -0.0215  0.0211  -0.1661
Si  -0.0285  -0.0105  0.0369
Si  0.0575  0.0194  0.1118
Si  0.0284  0.0312  -0.1604
Si  0.0185  0.0569  -0.1653
Si  0.0502  -0.0513  0.1451
Si  -0.0308  0.0316  -0.1188
Si  -0.0117  0.05  -0.0589
Si  -0.0544  0.0544  0.0235
Si  0.035  0.0238  0.0383
Si  -0.0534  0.0927  0.1929
Si  0.0156  -0.0034  -0.1825
Si  0.0326  -0.0337  -0.1385
Si  -0.0689  -0.0044  0.1077
Si  -0.018  -0.0344  0.136
Si  0.0185  -0.0353  0.1354
Si  0.0141  -0.0439  0.0658
Si  -0.0451  -0.0307  -0.1848
Si  0.0521  -0.014  0.1589
Si  -0.0232  -0.0066  -0.0464
Si  0.0065  0.0623  -0.1331
Si  0.0532  0.0279  -0.1284
Si  0.0418  -0.1341  -0.0439
Si  0.0179  -0.0464  -0.0938
Si  0.0034  0.0043  0.1809
Si  0.0165  0.0018  -0.0037
Si  -0.0331  0.0739  0.0717
Si  -0.0134  0.0007  -0.0782
Si  0.0177  -0.0358  0.1406
Si  -0.006  -0.0226  -0.1651
Si  -0.0385  0.0383  0.1304
Si  0.0276  -0.0001  -0.1787
O  0.0179  0.0749  -0.1612
O  -0.0266  -0.0379  -0.0843
O  0.004  0.0088  -0.0524
O  0.0187  -0.0444  -0.1744
O  0.0146  -0.0184  0.0307
O  -0.0435  -0.0256  0.0575
O  -0.0185  -0.0162  -0.0557
O  0.0078  0.0145  0.1179
O  -0.0022  -0.0101  0.0899
O  0.0362  0.0101  -0.0685
O  0.0019  0.0074  0.0559
O  -0.0242  0.022  0.1096
O  -0.0055  -0.0644  -0.0378
O  0.0732  0.0387  -0.0919
O  0.0294  0.0169  -0.0341
O  0.047  0.0019  0.1206
O  -0.0562  0.0348  -0.0356
O  -0.0124  -0.0022  -0.0513
O  0.0116  0.0206  -0.0982
O  -0.1429  -0.1679  -0.0788
O  0.0245  0.0021  -0.0183
O  -0.0267  0.022  0.1135
O  -0.022  -0.0605  0.1095
O  -0.0045  -0.0619  -0.0684
O  0.0213  0.0259  0.1059
O  0.0319  -0.0184  0.0652
O  0.0218  -0.0408  0.0633
O  -0.0265  -0.0371  -0.0742
O  -0.0315  0.0185  0.0642
O  0.0341  0.0124  -0.09
O  -0.0096  0.0036  -0.0647
O  -0.0484  -0.0331  0.0059
O  -0.0125  0.024  -0.0451
O  0.0638  0.0087  -0.0315
O  0.0123  0.0593  -0.0691
O  0.0072  -0.0463  0.0546
O  0.0263  0.0099  0.0348
O  -0.006  0.0055  -0.0872
O  0.0006  0.0224  0.0044
O  0.0234  0.0274  -0.1207
O  -0.0122  0.0341  0.0978
O  -0.0028  0.0217  0.1127
O  -0.0338  -0.0242  0.0278
O  0.0133  -0.0629  0.1146
O  -0.0393  -0.0115  0.0333
O  0.016  0.0194  0.0397
O  0.0067  0.0139  -0.061
O  -0.0125  0.0261  0.136
O  0.0219  0.0252  0.0637
O  -0.014  -0.0358  0.109
O  0.058  0.0269  -0.0676
O  -0.0253  -0.0215  -0.0438
O  -0.0234  -0.0018  -0.0676
O  -0.0228  0.0125  -0.0548
O  0.0289  0.0101  -0.0669
O  -0.0408  -0.0445  -0.1201
O  0.1306  0.0919  -0.1424
O  -0.0173  -0.0006  0.0575
O  0.0154  -0.0226  -0.0146
O  -0.0257  0.026  0.0768
O  0.0223  0.0076  -0.0141
O  0.0226  -0.0316  0.0512
O  -0.0001  -0.0314  0.0144
O  0.0034  0.0212  0.0185
O  -0.0224  -0.0192  -0.0812
O  -0.0028  0.0083  -0.0051
O  0.0483  -0.0066  0.0901
O  -0.0159  -0.007  0.0931
O  -0.0127  0.0196  -0.0712
O  0.0031  -0.0463  -0.0461
O  -0.0025  -0.0073  0.0145
O  0.0453  0.0033  0.1064
O  -0.0255  0.0373  0.0857
O  0.0254  -0.0191  0.0766
O  -0.0065  0.0342  -0.0335
O  -0.0025  -0.0092  -0.0037
O  -0.078  0.0172  -0.1419
O  -0.0032  0.0278  0.0387
O  -0.0166  0.0024  0.0221
O  0.0146  0.0222  -0.0131
O  -0.0038  -0.0038  -0.0447
O  -0.028  -0.0055  0.0452
O  -0.0127  0.0469  0.0918
O  0.0236  -0.0309  0.0591
O  -0.0236  0.0012  0.0008
O  0.01  0.0483  -0.0417
O  0.0438  -0.0042  -0.0566

The program warned: the cutoff lies below the one the program advises for these potential files; the forces do not sum to zero within the program's tolerance; empty levels may hold ghost states of the PAW files; the exchange-correlation potential is rough where the density is thin.
